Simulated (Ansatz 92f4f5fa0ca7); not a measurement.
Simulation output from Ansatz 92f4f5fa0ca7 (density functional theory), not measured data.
Periodic cell of 171 atoms, Si99O72, from a study of silicon, its oxide and their interface. The atomic structure is a simulated model.

Settings: functional r2SCAN; potential files Ansatz norm-conserving; basis plane waves; wave-function cutoff 1300 eV; density cutoff ratio 4; exchange-correlation grid ratio 1; k mesh 2 x 2 x 1, shifted by 0.5 0.5 0.5 of a step; self-consistency stop 5e-08 eV per atom in the density residual; occupations Fermi-Dirac, 0.05 eV; spin none; net charge 0.

Cell vectors (angstrom)
a 11.5935 -0.1927 0.122
b -0.0858 11.548 -0.0651
c -3.7911 1.7857 21.2818

Atoms and the computed forces on them: element, x, y, z (angstrom), force x, y, z (eV/angstrom)
Si 0.8753 0.0509 -0.0285 -0.4286 0.2575 -2.4067
Si 0.9054 3.0625 -0.6631 1.7994 0.7586 -2.3598
Si 0.7935 8.5279 -0.5908 0.1233 -0.2248 -0.58
Si 4.5798 -0.0398 -0.4038 -0.3107 -0.9218 -2.2065
Si 4.734 4.2117 -0.4762 0.5052 1.3313 0.3563
Si 4.8056 7.4448 -0.4165 0.6057 0.5609 -1.8982
Si 8.7025 -0.1382 0.1009 -0.6513 1.2543 -2.3132
Si 8.7729 2.8948 -0.5456 -0.1385 2.8646 -1.3057
Si 8.5401 8.3894 -0.4173 0.7665 0.1672 -1.0459
Si 2.8124 0.0482 1.1351 0.8383 0.511 0.1804
Si 2.8152 3.8661 0.7712 -0.8684 -1.4358 -0.2248
Si 2.7962 7.873 0.7526 -0.6329 0.2035 -0.4762
Si 6.6083 -0.0399 0.9944 -0.5776 -0.1016 0.1719
Si 6.8064 3.7012 0.7727 -0.0824 0.3728 -1.1689
Si 6.7279 7.7832 0.9155 -0.2882 -0.1523 -0.0959
Si 10.5516 -0.0961 1.3394 0.6738 1.1598 -0.0194
Si 10.6798 3.5539 0.6839 -0.7807 0.4725 0.6179
Si 10.5462 7.7952 0.8836 -0.4232 -0.3099 -0.4574
Si 2.9561 2.0443 2.371 -0.3843 0.3843 -0.7415
Si 2.6584 5.8148 2.0123 1.151 0.5777 0.4568
Si 2.8268 9.6639 2.3162 0.1224 -0.4196 0.3253
Si 6.7079 1.9489 2.2814 0.0359 0.0901 0.2904
Si 6.8474 5.7092 2.1131 -0.437 -0.153 -0.1306
Si 6.6315 9.6398 2.3125 -0.4462 -0.1112 -0.0924
Si 10.5438 1.9358 2.4192 1.4422 0.3405 0.4558
Si 10.6079 5.6446 2.0777 -0.0124 -0.21 -0.517
Si 10.5514 9.5584 2.3743 -0.3083 -1.1055 1.5217
Si 1.0335 2.0992 3.7157 -0.9267 -0.2652 -0.8803
Si 0.8626 5.8609 3.4729 -0.1945 0.39 0.3348
Si 0.8452 9.7127 3.6595 0.3411 1.5891 -1.0044
Si 4.8493 2.0283 3.6688 0.036 0.4686 0.0099
Si 4.8057 5.7435 3.4292 -0.6209 -0.2435 -0.498
Si 4.7814 9.6587 3.697 -0.4853 -0.2959 -0.8207
Si 8.645 2.0577 3.7084 -0.2184 -1.3816 0.0901
Si 8.7075 5.6558 3.4957 0.5066 0.8677 0.2538
Si 8.5307 9.6395 3.608 0.9886 -0.6646 0.5844
Si 0.9804 0.1749 5.0447 -0.1483 -0.2538 -0.3896
Si 1.0545 4.0224 4.9833 -0.7092 -0.0066 0.6187
Si 0.8373 7.8631 4.8514 0.5442 -1.7147 0.907
Si 4.8686 0.1029 4.8766 -0.021 0.1141 1.552
Si 4.7529 3.9334 5.0744 1.0895 0.184 -0.5719
Si 4.766 7.6321 4.7977 0.9076 -0.3381 0.3404
Si 8.7146 -0.0211 5.0233 0.3127 1.096 -0.0623
Si 8.7286 3.9298 5.0375 -0.1508 -0.0345 1.0554
Si 8.7605 7.618 4.9152 -0.9881 -0.0884 -0.6092
Si 2.9354 0.1756 6.2825 1.0335 -0.1699 0.6291
Si 2.9084 3.9476 6.4624 -0.4658 0.6802 1.2145
Si 2.8918 7.6774 6.1095 -0.9109 -0.4841 -0.4053
Si 6.7956 0.0407 6.3265 -0.4646 0.9435 -1.0004
Si 6.7598 3.8718 6.4251 -0.2444 -0.0509 -0.681
Si 6.7555 7.4919 6.1759 -0.025 0.9747 -0.2939
Si 10.6371 0.0382 6.4699 -0.4363 -0.0401 0.09
Si 10.6827 3.8685 6.5329 0.4897 0.4411 -1.1037
Si 10.5511 7.7423 6.3878 0.1571 -0.7385 0.6619
Si 3.0351 2.0156 7.953 -0.9374 -0.3502 -1.0288
Si 2.7659 6.0997 7.8169 -0.0483 -0.5364 -0.72
Si 3.0391 9.5605 7.315 -0.3084 1.3705 -0.1244
Si 6.8152 1.9172 7.7432 -0.0427 -0.226 0.2492
Si 6.6977 5.7711 7.755 0.504 0.0314 0.3143
Si 6.7878 9.6245 7.2924 -0.2248 -1.5723 0.3872
Si 10.6372 2.0087 7.8668 0.0867 -1.3458 0.8886
Si 10.7568 5.803 7.86 -0.9556 0.9434 0.294
Si 10.5572 9.6353 7.8006 0.1639 0.4623 0.4464
Si 12.5652 1.2696 9.1704 -0.2431 4.7341 2.5304
Si 12.5092 6.3436 9.445 -0.0674 1.1165 0.4088
Si 12.8253 9.8652 8.7518 0.0417 0.1597 1.116
Si 4.9642 1.9681 9.1897 1.7982 -0.0464 1.6554
Si 4.7665 6.2869 8.9457 -0.0574 2.1865 2.572
Si 4.8929 9.3375 8.6472 0.6449 3.0819 -0.7723
Si 8.6828 2.243 9.19 0.1836 -1.589 1.7151
Si 8.6917 5.4272 9.0266 0.2366 -0.591 -0.2584
Si 8.4256 9.8182 8.9302 -0.8423 0.1798 -0.3596
Si 3.0818 0.1415 16.5245 5.007 2.5741 0.1748
Si 1.8943 5.1664 11.9176 -2.1632 2.5637 0.7038
Si 0.0765 7.2272 16.6787 2.622 0.8314 -4.178
Si 4.833 9.6467 17.9048 -0.3635 2.2048 -6.8208
Si 4.5981 4.4119 11.1922 -2.6177 -0.3156 -2.0713
Si 8.45 5.4532 14.9851 -1.0217 1.9432 -1.023
Si 2.9746 7.4982 16.6703 -1.7064 -1.2617 -2.547
Si 6.3608 3.5212 13.5901 -1.3902 0.9593 1.5211
Si 2.2598 7.7402 13.4552 2.1365 1.1262 3.7846
Si 6.321 -0.9274 13.7376 -6.8608 -0.19 0.7957
Si 1.3276 4.0502 18.7482 2.5724 -0.1689 -1.2973
Si 0.8464 -0.4428 18.5779 1.8105 -0.8368 -2.1183
Si 1.1801 11.255 11.3013 1.3499 -2.6932 2.3591
Si 8.6998 7.5014 11.1283 0.4427 1.2338 0.2612
Si 8.9966 6.091 17.7868 -0.192 3.5628 5.2908
Si 7.8766 8.8719 17.936 -3.9342 -1.3877 2.0798
Si 4.1648 4.8132 17.9607 -0.0418 2.4187 -2.1355
Si 3.113 10.5927 13.7319 0.3627 1.4718 -1.08
Si 0.9664 4.1709 15.8305 -0.8204 3.2421 -3.2279
Si 8.8219 1.9133 12.4412 1.8853 -1.4923 1.8351
Si -0.0009 8.657 11.646 1.7813 -3.9398 0.8928
Si 3.9868 3.1907 15.5944 -3.7034 -1.5194 4.0739
Si 6.2495 11.2033 10.5373 -2.042 1.024 3.0171
Si 8.7697 10.9796 14.2167 4.544 -1.1191 -2.4318
Si 10.4651 -1.7654 16.4731 0.3985 -0.7361 -0.6976
Si 7.6366 8.2858 13.7793 -1.9103 -3.5087 -2.0506
Si 10.8167 4.0388 13.6033 1.8048 -2.021 2.3715
O 4.0002 8.6508 16.8894 0.8252 1.0527 1.5922
O 10.4935 6.8143 17.7773 -2.7441 -0.8551 1.5092
O 0.5243 7.7437 -2.0025 0.6403 0.6249 1.2533
O 1.167 3.6438 -2.2416 -0.4274 -0.3253 1.4438
O 8.7761 9.354 13.6235 0.2844 3.0812 1.0667
O 6.3698 9.4312 17.591 2.2829 -0.31 -0.0132
O 5.6105 1.167 10.5713 0.044 -0.4392 -1.4901
O -0.112 10.1911 11.6754 1.226 4.3355 -0.6353
O 8.7356 5.2319 16.567 -0.3979 -2.1895 -3.8021
O 2.14 11.4794 12.6575 -0.3332 -1.0779 -0.823
O 4.7439 5.859 -0.6876 0.1084 -1.357 0.2363
O 2.9869 4.0539 18.6314 -3.8844 -1.2058 1.3841
O 3.5581 6.0813 17.0837 0.9057 -1.0836 1.2218
O 4.6371 9.3965 19.3844 -1.0318 0.0669 5.1224
O 0.7953 5.4374 19.2816 -0.1515 1.0863 0.2431
O 1.3882 -1.7416 19.3354 0.276 -1.008 2.3081
O 8.753 1.337 -0.8184 0.1589 -3.1977 0.8334
O 1.2759 5.4182 10.4016 0.4364 -0.9642 1.1399
O 0.6967 7.9171 10.3135 -0.1208 -0.7062 -1.5433
O 0.8821 1.1093 10.7358 -0.4507 1.2916 -1.8553
O 0.4885 4.8655 12.7556 1.7843 0.2876 -1.0132
O 5.7132 4.2102 12.2535 1.6518 -0.6658 1.6453
O 4.5982 5.9267 10.5999 0.4476 -1.1433 -1.2943
O 4.924 7.9674 9.3196 -0.0975 -5.2608 0.308
O 8.2252 8.5411 9.8776 1.1949 -1.8244 1.8515
O 4.7435 3.4477 9.833 0.0975 1.2646 1.306
O 3.1751 9.0689 13.2122 -0.0587 0.4171 -0.0858
O 0.9346 3.0367 19.864 -0.6074 -2.053 1.8838
O 10.1568 -0.6176 15.2829 -0.6022 -0.8545 1.3151
O 10.1148 2.8878 12.7607 -1.3799 -0.37 -0.3776
O 10.1566 7.8519 11.8857 -3.5294 -1.2091 -1.5659
O 7.6339 11.066 9.7713 1.5227 -0.4412 -0.8516
O 9.3662 0.3855 13.0135 -1.9469 1.5023 0.7936
O 8.0057 7.078 14.8159 0.3334 -0.9076 -0.2213
O 3.4801 1.6643 15.9976 -0.1035 0.3044 0.18
O 4.9936 3.0445 14.4617 3.8109 0.4398 -4.0317
O 1.9707 0.236 17.5896 -2.4959 -0.217 2.7685
O 6.5503 10.9193 12.1886 0.6428 0.5121 -4.6847
O 0.4132 5.8854 15.7162 0.1911 -1.3502 1.2542
O 5.0184 10.3227 9.9513 0.6658 0.3233 -0.0198
O 9.7411 5.1328 14.0421 -1.2119 0.5131 0.7532
O 3.0408 4.1072 11.7806 2.2497 -1.0934 -0.2191
O 8.7158 5.9986 10.5483 0.328 0.3807 -0.3449
O 0.8251 8.0886 12.9585 -2.7319 1.2604 -0.9709
O 1.922 10.2531 10.1787 -0.9764 0.8818 -0.3792
O 8.8622 9.3344 16.881 3.2891 1.7513 -2.7985
O 4.6151 11.2418 13.8314 1.9784 -1.2964 -0.2425
O 4.4244 11.1289 17.1663 -1.0534 -1.2136 0.9547
O 11.2706 -1.0989 17.7453 -2.0655 -0.7896 -2.0095
O 8.7371 1.8074 10.8822 -0.6516 0.1996 -3.4109
O 0.8737 -1.401 -0.9106 0.0683 0.6144 0.7847
O 0.3585 0.4906 19.7087 -0.1326 3.7749 3.7388
O 7.789 7.2555 17.9733 1.5618 -1.2118 -0.5007
O 11.1327 8.3859 15.8131 -0.0774 0.3819 2.0086
O 8.7467 -1.5203 -0.8106 -0.1744 -1.0614 0.5772
O 7.2782 11.327 14.6198 0.4229 0.976 1.5947
O 4.8027 3.838 16.8861 0.1018 -0.639 -1.4939
O 7.5136 7.5078 12.1887 0.0987 1.441 3.001
O 8.6916 3.8113 9.3186 -0.211 2.3858 0.0384
O 11.5133 3.205 14.9722 -0.6177 1.65 -1.3088
O 12.6173 11.4813 8.4243 -0.0261 -4.8037 -1.8226
O 7.4229 2.3838 13.1946 0.6704 -0.3026 -0.5111
O 0.8776 1.4516 -1.0347 0.0801 -1.2677 1.5006
O 2.5136 4.0188 15.367 1.3837 -0.4801 -0.1583
O 0.753 3.7119 17.2938 -0.5375 -0.8116 2.4471
O 2.5323 10.8713 15.2203 -1.1882 -1.8492 -1.8275
O 7.1315 4.6109 14.5659 -0.0984 -0.8378 -0.9046
O 2.6433 6.5113 12.5813 0.0886 -3.3744 -1.8004
O 1.504 7.6521 17.338 -0.7251 0.3242 0.5613
O 8.8944 3.5275 -2.1516 0.8481 -0.0034 2.6248
O 6.1602 9.0281 14.0356 1.9227 -0.4626 -0.1224
O 2.6122 7.4283 15.0609 -0.3569 0.2857 -1.2677

Results
free energy: -45065.895 eV
free energy less fixed offsets of O -463.61, Si -117.95 eV per atom: -8.925 eV
pressure: -0.86 GPa
stress xx, yy, zz, yz, xz, xy (GPa, positive in tension): 1.01, 0.14, 1.42, -0.35, 2.22, -1.56

The program warned: the forces do not sum to zero within the program's tolerance.
